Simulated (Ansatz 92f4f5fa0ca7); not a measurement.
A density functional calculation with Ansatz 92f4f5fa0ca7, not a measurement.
Periodic cell of 224 atoms, Si132O90B1H1, from a study of silicon, its oxide and their interface. The atomic structure is a simulated model.
Doubt: the cutoff is far below the 930 eV that the study's wrapper takes by default for these files, so forces and energies are approximate.
This geometry differs little from another in the collection (a relaxation step or a small displacement).

Settings: functional PBE; potential files Ansatz PAW; basis plane waves; wave-function cutoff 580 eV; density cutoff ratio 5; exchange-correlation grid ratio 1; k mesh 1 x 1 x 1, Gamma-centred; self-consistency stop 5e-08 eV per atom in the density residual; occupations fixed; spin none; net charge 0.

Cell vectors (angstrom)
a  10.938  0  0
b  0  10.938  0
c  0  0  33.1631

Atoms and the computed forces on them: element, x, y, z (angstrom), force x, y, z (eV/angstrom)
Si  0.4675  -0.3584  25.7885  -0.0532  0.0403  0.1124
Si  5.3332  0.3271  25.6337  0.0114  0.0192  -0.0247
Si  2.9542  2.4159  25.6222  -0.0063  0.0275  0.0485
Si  7.9701  3.0306  25.9268  0.0125  -0.0247  -0.0168
Si  -0.2786  5.6385  25.6225  -0.0078  -0.0032  -0.0406
Si  5.8809  5.3137  25.7179  -0.0296  0.0056  0.031
Si  2.651  8.3145  25.5437  -0.0186  0.0239  -0.0577
Si  8.5806  8.0211  25.6521  -0.011  0.0413  0.0712
Si  1.5097  1.2909  27.0979  -0.0218  -0.0018  -0.037
Si  6.7924  1.4129  27.1212  0.0304  -0.031  0.0044
Si  4.1275  4.1206  26.864  -0.0076  0.0007  -0.0417
Si  9.5999  4.1635  27.1266  0.0205  -0.0245  0.0033
Si  1.3999  6.7925  26.8885  0.0239  -0.041  0.0043
Si  6.9848  6.8768  27.0429  -0.0058  0.0241  -0.0472
Si  4.1955  9.55  26.8799  0.0327  -0.0201  0.0079
Si  9.7017  9.533  27.0497  0.0042  0.0105  -0.0473
Si  2.8433  -0.0935  28.4057  -0.0077  0.0222  -0.002
Si  8.233  -0.0208  28.3613  -0.0004  -0.0023  -0.0139
Si  0.0461  2.6959  28.374  0.0044  -0.0124  -0.006
Si  5.4102  2.7856  28.4022  -0.0151  0.0018  -0.0045
Si  2.7502  5.4437  28.3042  0.0052  -0.0069  0.0112
Si  8.2277  5.4865  28.4624  0.0107  0.0097  0.0102
Si  0.0724  8.1307  28.389  -0.0305  0.0264  -0.0055
Si  5.5068  8.1985  28.3358  -0.0013  -0.0111  0.0144
Si  4.1018  1.3673  29.7448  0.0685  -0.0438  0.2903
Si  9.5708  1.3673  29.7448  0.057  -0.0599  -0.1051
Si  1.3673  4.1018  29.7448  0.2107  -0.0169  -0.2213
Si  6.8362  4.1018  29.7448  -0.2138  0.0741  0.2645
Si  4.1018  6.8362  29.7448  0.0117  -0.0436  -0.502
Si  9.5708  6.8362  29.7448  0.3828  0.1274  0.5568
Si  1.3673  9.5708  29.7448  0.2782  -0.3122  0.0996
Si  6.8362  9.5708  29.7448  0.0865  -0.0229  -0.1455
Si  0  0  31.1121  -0.0029  0.0271  -0.0384
Si  5.469  0  31.1121  0.064  0.1816  -0.0047
Si  2.7345  2.7345  31.1121  -0.0494  -0.0715  -0.0082
Si  8.2035  2.7345  31.1121  -0.0506  0.0179  -0.0238
Si  0  5.469  31.1121  -0.0732  0.093  0.0056
Si  5.469  5.469  31.1121  0.0658  -0.0192  0.0031
Si  2.7345  8.2035  31.1121  -0.0853  0.0766  0.0198
Si  8.2035  8.2035  31.1121  0.08  0.0491  -0.0075
Si  1.3673  1.3673  32.4793  -0.0077  0.0306  -0.0033
Si  6.8362  1.3673  32.4793  0.0314  -0.0857  -0.008
Si  4.1018  4.1018  32.4793  0.0035  0.0011  -0.0175
Si  9.5708  4.1018  32.4793  0.0644  -0.0283  -0.0337
Si  1.3673  6.8362  32.4793  0.0606  -0.0844  -0.0151
Si  6.8362  6.8362  32.4793  -0.0187  0.0132  -0.0081
Si  4.1018  9.5708  32.4793  0.0432  -0.0645  -0.0369
Si  9.5708  9.5708  32.4793  -0.0352  -0.0137  -0.0107
Si  2.7345  0  0.6835  -0.0155  0.0104  0.0067
Si  8.2035  0  0.6835  0.011  0.0758  0.0495
Si  0  2.7345  0.6835  -0.1008  0.0281  0.0107
Si  5.469  2.7345  0.6835  0.0165  0.0137  0.0127
Si  2.7345  5.469  0.6835  -0.035  0.028  0.0399
Si  8.2035  5.469  0.6835  -0.0022  -0.012  0.009
Si  0  8.2035  0.6835  -0.0049  0.0021  0.0073
Si  5.469  8.2035  0.6835  -0.0329  0.0893  0.0047
Si  4.1018  1.3673  2.0507  -0.018  -0.0328  0.0421
Si  9.5708  1.3673  2.0507  0.0862  -0.0236  -0.0186
Si  1.3673  4.1018  2.0507  -0.0515  -0.13  -0.0218
Si  6.8362  4.1018  2.0507  0.0053  -0.0009  0.0422
Si  4.1018  6.8362  2.0507  0.0855  -0.0366  -0.0224
Si  9.5708  6.8362  2.0507  -0.0202  0.0031  0.0356
Si  1.3673  9.5708  2.0507  -0.0081  0.0098  0.0426
Si  6.8362  9.5708  2.0507  -0.0646  -0.1722  -0.0304
Si  0  0  3.418  0.0221  0.3578  -0.3531
Si  5.469  0  3.418  -0.2341  -0.1665  0.1622
Si  2.7345  2.7345  3.418  -0.325  -0.0186  -0.0274
Si  8.2035  2.7345  3.418  0.0386  0.0653  0.1632
Si  0  5.469  3.418  0.0158  -0.0844  0.1846
Si  5.469  5.469  3.418  -0.0945  0.2539  -0.2126
Si  2.7345  8.2035  3.418  0.066  0.0337  0.2616
Si  8.2035  8.2035  3.418  -0.3982  -0.1447  -0.3554
Si  1.3327  1.3709  4.8105  0.0074  -0.0187  0.0098
Si  6.788  1.3908  4.7736  0.0014  0.0115  -0.0215
Si  4.0294  4.1735  4.7424  0.0118  -0.0028  -0.0289
Si  9.5589  4.1127  4.8209  -0.005  0.0035  0.0007
Si  1.3552  6.8443  4.8031  0.0049  -0.0064  -0.0184
Si  6.8038  6.8462  4.7937  0.007  -0.0143  -0.0095
Si  4.0732  9.5763  4.8522  0.0016  -0.0016  -0.0036
Si  9.4976  9.6327  4.6861  0.0201  -0.0031  -0.0222
Si  2.6123  -0.0598  6.2357  -0.0081  0.0021  0.0355
Si  8.1358  -0.0111  6.1026  -0.0209  0.0159  0.0179
Si  -0.0421  2.7359  6.2256  -0.0199  0.0135  0.0075
Si  5.3161  2.7302  6.0401  0.0095  -0.0313  0.038
Si  2.7124  5.4929  6.2344  -0.0223  0.0279  0.013
Si  8.1099  5.4222  6.1717  0.0257  0.0064  0.0386
Si  -0.1473  8.2229  5.9866  -0.012  -0.0092  0.0419
Si  5.4405  8.1858  6.2358  -0.0178  0.0211  0.0098
Si  3.7598  1.6227  7.4205  0.0261  -0.0552  -0.0646
Si  9.6698  1.1085  7.4608  0.0119  0.0212  0.0077
Si  1.5774  3.883  7.5438  -0.0278  0.0001  0.011
Si  6.4858  4.1995  7.416  0.0442  -0.004  -0.0244
Si  4.3676  6.5489  7.5972  0.0013  0.0319  0.0041
Si  9.243  7.1197  7.3533  -0.0029  -0.0603  -0.0767
Si  0.871  9.7262  7.4399  0.047  0.0104  -0.0548
Si  7.0543  9.3691  7.5074  -0.0139  -0.0103  -0.0024
O  9.6028  6.8221  25.1079  0.0144  -0.022  0.0152
O  4.1371  1.3612  25.0942  0.0172  -0.0096  0.0181
O  8.1748  8.2323  7.9777  -0.0038  0.026  -0.0051
O  2.6914  2.7467  8.0167  -0.0115  0.0175  -0.0186
O  6.9203  4.1129  25.2264  -0.0061  0.0088  0.0278
O  1.5205  9.4687  25.1315  0.0311  -0.0373  0.0118
O  5.4766  5.3826  7.9493  -0.022  0.0007  -0.0187
O  -0.135  0.0043  7.9158  -0.0106  0.0104  -0.0074
O  6.9267  3.3517  8.7639  0.0047  -0.0085  0.0204
O  6.514  10.1154  8.8881  -0.0068  0.0124  0.0121
O  10.131  6.5367  8.6037  0.0186  -0.0072  0.0408
O  1.0863  8.8178  8.7969  -0.0039  -0.0062  0.0268
O  4.5957  1.0377  8.6982  0.0092  0.0012  0.0351
O  1.0011  4.5966  8.9346  0.0001  0.0014  0.0035
O  8.899  1.5354  8.8639  -0.0048  0.001  0.0018
O  3.9231  7.0261  9.1107  0.0023  -0.002  0.0148
O  8.0559  8.8765  24.3368  -0.0131  0.0066  -0.0387
O  8.7744  2.2707  24.7361  0.0087  -0.0057  -0.0211
O  5.5536  6.2603  24.3951  0.0026  0.0049  -0.0135
O  2.0026  2.837  24.3305  -0.0139  0.0121  -0.0353
O  10.7821  0.4078  24.495  -0.0182  0.0241  -0.0683
O  0.1729  4.7772  24.2798  0.0022  0.0045  0.0064
O  7.1635  11.8236  20.4962  0.0027  0.0001  -0.0048
O  6.2328  10.8057  24.3222  -0.0049  -0.0059  -0.0042
Si  9.6955  1.3622  23.781  0.0128  -0.0094  0.027
Si  4.7155  6.3517  20.4095  -0.0003  -0.0047  0.0072
Si  0.9946  8.8635  10.4245  0.0003  -0.003  -0.0093
Si  17.2306  5.2389  15.913  0.0048  0.0002  -0.0057
Si  7.1378  2.1621  19.4588  -0.001  -0.0013  0.0054
Si  19.2065  14.3019  12.6119  0.0007  0.002  -0.0026
Si  10.9059  4.9572  16.7918  0.0024  0.0019  0.0007
Si  9.092  -0.7363  16.4105  0.0018  0.0044  0.0009
Si  15.2755  10.4294  19.0097  0.0049  0.0042  0.0052
Si  12.4703  2.9393  18.2998  0.0016  -0.0004  0.0019
Si  8.316  2.9212  9.4952  -0.001  0.0058  -0.0192
Si  2.8923  7.8715  18.4301  0.0079  0.0008  0.0086
Si  11.3911  1.008  16.2786  -0.0006  0.0035  -0.0015
Si  0.3121  13.5938  13.5503  -0.0007  -0.0074  -0.0037
Si  4.0985  2.3968  20.0031  0.001  0.0038  0.0104
Si  6.0245  2.4079  14.4316  0.0034  -0.0055  -0.004
B  6.7806  6.0218  18.5704  -0.0009  0.0003  0.0017
Si  5.174  10.7527  9.5845  -0.0023  -0.0068  -0.0205
Si  15.2366  6.5564  23.4032  -0.0004  -0.0114  0.0103
Si  17.8178  10.202  20.554  0.0019  0.0048  0.0071
Si  3.0988  4.2947  21.8748  -0.0001  -0.0011  0.0084
Si  11.3381  9.5233  14.781  -0.0054  0.0144  -0.015
Si  6.4228  11.53  16.9285  0.0003  0.006  -0.0014
Si  5.1972  8.2851  13.1139  0.0071  -0.0009  -0.0082
Si  10.487  5.1805  9.4168  -0.0086  -0.0022  -0.0239
Si  3.6316  6.914  15.4515  0.0026  0.002  -0.0122
Si  7.4942  10.1628  23.4975  0.0156  -0.0082  0.0198
Si  -2.2828  8.3076  18.7596  0.0027  0.0048  -0.0007
Si  -0.4657  6.7543  12.0412  0.0027  0.0061  -0.0062
Si  1.5087  10.9718  12.3032  0.001  0.0019  -0.0096
Si  10.9602  6.6613  19.0391  -0.0055  -0.0009  -0.0068
Si  3.7937  8.1054  10.3178  0.0026  -0.0024  -0.0067
Si  0.8069  3.5268  23.4313  0.0052  -0.0144  0.0165
Si  9.8554  3.7952  19.0854  0.0015  -0.0013  -0.0008
Si  4.7426  11.2745  12.5433  -0.0039  -0.0041  -0.0074
Si  7.7358  6.2822  13.5113  0.0009  0.0017  -0.0101
Si  1.2432  5.3423  14.1217  -0.0023  0.0027  -0.0084
O  9.9347  7.7755  19.6236  0.0031  -0.0002  -0.0029
O  4.9884  1.7617  13.3261  0.004  0.0036  0.0034
O  11.1498  2.7975  19.2929  -0.0004  0.0027  -0.0014
O  7.22  12.5377  17.9344  0.0008  0.0028  -0.0027
O  4.0451  7.9396  14.2389  -0.0028  -0.0015  0.0044
O  3.8365  0.8073  19.819  0.0004  0.0007  0.0006
O  2.299  8.0354  10.9447  0.0026  -0.0009  0.0012
O  -1.2583  4.0679  17.4483  -0.0013  -0.0008  0.001
O  7.617  4.8778  12.648  0.0023  -0.0011  0.0023
O  9.2902  -2.0183  17.3904  -0.0006  -0.0031  -0.0007
O  5.786  14.8221  15.1196  0  0.0011  0.0033
O  5.3855  9.9202  13.2413  0.0019  0.0012  -0.0005
O  10.665  8.1169  11.1471  0.0003  -0.0033  0.0044
O  17.5577  5.1093  17.5308  -0.0003  -0.0012  -0.0038
O  1.1895  10.5909  15.7476  0.0018  -0.0047  0.0068
O  5.8603  12.3277  15.6646  -0.0011  0.0048  -0.0005
O  1.5566  7.2382  19.1739  0.0013  0.0011  -0.0025
O  19.3745  3.1865  19.6766  0.0037  0.0034  -0.0035
O  7.6317  18.028  18.3955  0.0003  -0.0024  0.0002
O  12.442  1.6249  17.3465  0.002  -0.0053  0.0012
O  3.1249  11.0928  12.4217  0.0055  -0.0011  0.0041
O  3.2936  7.6385  24.142  0.0053  -0.0006  0.0146
O  18.923  9.5096  19.5955  0.0013  -0.0007  -0.0034
O  9.383  4.061  9.0635  0.0058  -0.0009  0.008
O  11.8675  9.7988  13.2826  0.0022  -0.0044  0.008
O  3.7895  2.839  21.5583  0.0023  0.0004  -0.004
O  4.828  7.0449  21.9138  0.0008  0.0028  -0.0056
O  1.0768  10.4484  10.8214  0.0024  0.0009  0.0073
O  5.0277  6.2435  15.911  0.0022  -0.0015  0.0051
O  18.4325  10.4565  16.3448  -0.0026  0.0005  0.0003
O  -2.8399  2.7818  11.0959  -0.0018  -0.0004  0.0013
O  6.5759  7.4201  13.3124  0.0012  0.0015  0.0033
O  5.6471  2.8404  19.6556  0.0012  0.0016  -0.0012
O  10.9355  5.1307  15.1938  0.0007  -0.0027  0.0019
O  16.0803  10.8128  17.6355  -0.0011  0.0014  -0.003
O  9.9475  11.5088  16.948  -0.0019  -0.0013  0.0006
O  0.1569  2.0699  15.0715  0.0022  0.0029  -0.0003
O  3.5914  5.0803  23.2249  -0.0016  0.0039  -0.0065
O  13.9174  -3.3659  16.8204  -0.013  0.0016  -0.0032
O  11.6534  7.9898  15.1809  0.1881  -0.0317  0.361
O  5.4587  11.3582  11.0686  0.0009  0.0031  0.0104
O  4.0433  -1.3577  9.6588  -0.0005  -0.0017  0.0046
O  8.6459  11.2649  23.0778  -0.0055  -0.0005  -0.008
O  4.7861  7.8604  11.5824  0.0027  0.0025  0.0022
O  10.6019  2.4451  22.9364  0  0.0051  -0.0034
O  3.5514  5.2165  20.6032  0.0028  0.0044  -0.0031
O  7.5981  5.8499  15.1039  -0.0006  -0.0016  0.0059
O  -0.5737  5.4928  11.0016  0.0001  -0.0016  0.0056
O  9.7179  9.8289  14.9392  0.0082  -0.0013  0.0021
O  0.7931  12.4028  12.5573  0.0012  0.002  0.0094
O  6.9585  9.6291  22.0648  -0.0021  -0.001  -0.0067
O  1.4435  3.8372  13.4984  0.0017  0.0025  0.0043
O  4.1896  7.2787  19.1951  -0.0024  0.0046  -0.0068
O  2.619  5.785  14.8568  0.0013  0.0012  0.0046
O  9.8378  14.2265  13.0361  0.0056  -0.0017  0.0032
O  3.0422  9.4924  18.6728  -0.0039  -0.0013  -0.0038
O  9.1593  6.9226  13.0136  0.0031  -0.0017  0.0031
O  17.0897  5.8366  19.8035  0.0011  0.0015  -0.004
O  0.8238  6.3963  12.9652  0.0028  -0.0043  0.0015
O  10.7953  6.4798  17.4049  -0.0068  -0.0191  0.0162
O  16.3527  9.7315  20.0151  0.0024  -0.0027  -0.0026
O  1.4885  4.0972  22.0522  0.0017  0.0046  -0.0055
O  10.416  5.2417  19.7106  0.0024  0.0012  -0.0024
O  23.2352  4.2876  17.3698  0.0041  0.0005  -0.0009
O  13.9155  3.0782  19.0154  -0.0013  -0.0013  -0.0023
O  7.4801  2.4241  13.6922  0.0001  -0.0008  0.0046
H  11.4924  7.7216  16.1154  -0.1967  0.0298  -0.3641

Results
free energy: -135271.430 eV
free energy less fixed offsets of B -154.04, H -15.97, O -568.88, Si -635.61 eV per atom: -1.700 eV

The program warned: the cutoff lies below the one the program advises for these potential files; the forces do not sum to zero within the program's tolerance; the exchange-correlation potential is rough where the density is thin.
